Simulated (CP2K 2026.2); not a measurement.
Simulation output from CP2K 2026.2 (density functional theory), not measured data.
Periodic cell of 654 atoms, Si398O256, from a study of silicon, its oxide and their interface. The atomic structure is a simulated model.
Doubt: the forces sum to 0.62 eV/angstrom along one axis rather than to zero, so they err by at least 0.0010 eV/angstrom per atom on average; the grid cutoff is modest.

Settings: functional PBE; method Gaussian and plane waves; basis set DZVP-MOLOPT-SR-GTH; pseudopotentials GTH-PBE; grid cutoff 350 Ry, relative cutoff 50 Ry; k points Gamma only; occupations fixed; spin none; net charge 0.

Cell vectors (angstrom)
a 16.4025 0 0
b 0 16.4025 0
c 0 0 41.9613

Atoms: element, x, y, z (angstrom)
Si 16.033 0.411 0.01
Si 2.777 2.928 41.814
Si 0.567 5.255 41.7
Si 2.926 8.546 0.125
Si 0.54 10.562 41.715
Si 3.026 13.637 41.764
Si 6.104 16.148 41.755
Si 8.042 3.208 0.102
Si 5.706 5.27 0.255
Si 8.021 7.864 41.909
Si 5.248 11.423 41.826
Si 8.214 13.778 0.075
Si 11.269 16.137 41.612
Si 13.849 2.727 0.1
Si 10.424 5.919 0.203
Si 13.66 8.37 41.542
Si 10.25 11.338 41.735
Si 13.656 13.974 0.002
Si 1.451 1.438 1.155
Si 4.122 4.045 1.421
Si 1.616 6.834 1.182
Si 4.241 9.869 1.451
Si 1.431 12.397 1.065
Si 4.261 15.165 1.118
Si 7.04 1.357 1.255
Si 9.459 4.314 1.597
Si 6.794 6.846 1.62
Si 9.259 9.678 1.168
Si 6.786 12.468 1.354
Si 9.7 15.123 1.236
Si 12.197 1.466 1.175
Si 15.157 4.349 1.157
Si 12.185 7.189 1.158
Si 15.263 9.442 1.041
Si 12.266 12.26 1.003
Si 15.089 15.15 1.392
Si 0.064 2.868 2.562
Si 2.804 0.055 2.518
Si 0.125 8.161 2.544
Si 2.812 5.51 2.697
Si 0.08 13.698 2.553
Si 2.727 11.142 2.663
Si 5.539 2.658 2.662
Si 8.376 0.082 2.671
Si 5.46 8.35 2.778
Si 8.139 5.563 2.987
Si 5.459 13.833 2.676
Si 8.067 11 2.678
Si 10.928 2.834 2.645
Si 13.618 0.117 2.625
Si 10.822 8.441 2.581
Si 13.659 5.697 2.474
Si 11.01 13.67 2.556
Si 13.737 10.897 2.364
Si 1.392 4.173 4.028
Si 4.107 1.365 4.005
Si 1.388 9.633 3.949
Si 4.103 6.92 4.069
Si 1.42 15.094 3.912
Si 4.094 12.459 4.06
Si 6.775 4.072 4.14
Si 9.64 1.461 4.071
Si 6.816 9.666 4.143
Si 9.603 7.009 4.085
Si 6.914 15.138 4.007
Si 9.566 12.358 3.947
Si 12.367 4.236 3.899
Si 15.046 1.491 3.946
Si 12.331 9.699 3.899
Si 15.058 6.916 3.942
Si 12.323 15.064 3.988
Si 15.04 12.31 3.835
Si 16.372 0.013 10.823
Si 2.7 2.747 10.832
Si 16.355 5.473 10.818
Si 2.7 8.228 10.833
Si 16.361 10.963 10.83
Si 2.706 13.71 10.818
Si 5.45 0.034 10.837
Si 8.183 2.75 10.835
Si 5.445 5.479 10.847
Si 8.177 8.22 10.83
Si 5.444 10.973 10.826
Si 8.191 13.707 10.839
Si 10.913 0.029 10.826
Si 13.626 2.742 10.804
Si 10.903 5.48 10.821
Si 13.627 8.218 10.825
Si 10.916 10.964 10.842
Si 13.643 13.701 10.831
Si 1.338 1.368 12.193
Si 4.08 4.084 12.207
Si 1.328 6.83 12.174
Si 4.083 9.592 12.191
Si 1.34 12.338 12.174
Si 4.072 15.071 12.187
Si 6.821 1.381 12.214
Si 9.545 4.107 12.204
Si 6.824 6.839 12.214
Si 9.537 9.584 12.196
Si 6.813 12.34 12.19
Si 9.539 15.077 12.211
Si 12.254 1.402 12.2
Si 14.982 4.091 12.174
Si 12.261 6.837 12.187
Si 14.984 9.58 12.184
Si 12.27 12.34 12.209
Si 15.006 15.057 12.207
Si 16.336 2.71 13.535
Si 2.701 0.004 13.574
Si 16.323 8.164 13.519
Si 2.678 5.44 13.538
Si 16.381 13.679 13.566
Si 2.712 10.978 13.53
Si 5.429 2.699 13.597
Si 8.181 0.031 13.607
Si 5.443 8.213 13.564
Si 8.174 5.441 13.59
Si 5.454 13.725 13.544
Si 8.16 10.951 13.552
Si 10.874 2.735 13.603
Si 13.608 0.019 13.552
Si 10.881 8.186 13.556
Si 13.584 5.419 13.541
Si 10.881 13.694 13.578
Si 13.626 10.946 13.558
Si 1.293 4.061 14.896
Si 4.068 1.322 14.988
Si 1.294 9.578 14.805
Si 4.072 6.79 14.877
Si 1.342 15.041 14.948
Si 4.092 12.361 14.893
Si 6.822 4.037 14.957
Si 9.532 1.375 15.022
Si 6.804 9.594 14.939
Si 9.549 6.802 14.956
Si 6.783 15.084 14.956
Si 9.504 12.313 14.931
Si 12.229 4.094 14.977
Si 14.969 1.364 14.92
Si 12.236 9.567 14.899
Si 14.972 6.747 14.883
Si 12.228 15.088 14.931
Si 15.007 12.304 14.922
Si 16.29 16.363 16.276
Si 2.623 2.683 16.275
Si 16.269 5.327 16.275
Si 2.621 8.163 16.108
Si 16.388 10.9 16.247
Si 2.784 13.732 16.318
Si 5.437 16.386 16.435
Si 8.119 2.674 16.434
Si 5.423 5.403 16.259
Si 8.167 8.184 16.286
Si 5.442 11.013 16.265
Si 8.149 13.706 16.295
Si 10.922 0.028 16.404
Si 13.588 2.691 16.321
Si 10.881 5.447 16.403
Si 13.581 8.119 16.188
Si 10.861 10.918 16.279
Si 13.597 13.693 16.227
Si 1.214 1.328 17.649
Si 4.036 4.004 17.63
Si 1.291 6.746 17.453
Si 3.907 9.629 17.382
Si 1.399 12.317 17.575
Si 4.106 15.032 17.872
Si 6.781 1.292 17.896
Si 9.497 4.047 17.787
Si 6.746 6.821 17.615
Si 9.545 9.517 17.692
Si 6.792 12.39 17.718
Si 9.508 15.029 17.704
Si 12.327 1.372 17.836
Si 14.91 3.972 17.774
Si 12.301 6.855 17.723
Si 15.005 9.397 17.51
Si 12.249 12.327 17.563
Si 14.891 15.027 17.659
Si 16.162 2.463 19.157
Si 2.596 0.083 19.069
Si 16.4 8.006 18.885
Si 2.551 5.365 18.816
Si 16.378 13.673 18.828
Si 2.748 10.929 18.938
Si 5.282 2.669 19.195
Si 8.246 16.306 19.249
Si 5.105 8.165 18.644
Si 8.091 5.481 19.092
Si 5.516 13.641 19.356
Si 8.112 10.904 18.976
Si 10.953 2.764 19.21
Si 13.621 16.289 19.267
Si 10.97 8.206 19.171
Si 13.651 5.49 19.135
Si 10.85 13.615 18.998
Si 13.647 10.848 18.691
Si 1.255 3.931 20.118
Si 3.496 1.712 20.577
Si 1.166 9.625 20.077
Si 3.994 6.682 20.113
Si 1.079 15.156 20.259
Si 4.313 11.885 20.485
Si 6.339 4.431 20.332
Si 9.835 1.12 20.523
Si 6.324 9.644 19.924
Si 9.634 6.685 20.465
Si 7.041 14.968 20.864
Si 9.793 11.954 20.295
Si 11.977 4.539 20.521
Si 15.166 0.76 20.918
Si 12.275 9.902 20.345
Si 15.528 6.347 20.41
Si 11.902 15.14 20.478
Si 15.328 11.888 19.862
Si 0.188 11.52 23.912
Si 5.204 0.084 22.659
Si 16.04 6.906 23.219
Si 2.328 13.191 22.475
Si 8.412 12.991 22.964
Si 9.911 2.276 23.387
Si 8.126 9.471 26.598
Si 7.362 7.787 22.067
Si 14.652 16.307 23.885
Si 12.517 3.683 23.466
Si 11.346 16.06 28.133
Si 10.726 13.074 25.123
Si 4.595 1.092 25.196
Si 3.867 3.941 24.855
Si 1.246 8.859 24.864
Si 4.024 12.7 26.955
Si 5.641 10.212 28.223
Si 7.644 15.499 27.602
Si 9.473 0.818 26.057
Si 8.739 4.96 24.701
Si 10.318 10.235 25.106
Si 7.678 10.312 23.849
Si 6.155 5.145 23.164
Si 12.926 13.899 23.279
Si 16.013 13.517 26.276
Si 12.077 1.223 30.496
Si 3.937 14.588 24.529
Si 13.948 15.667 26.585
Si 7.604 3.707 29.272
Si 2.245 7.807 22.43
Si 1.491 7.256 27.465
Si 0.989 2.12 28.084
Si 0.166 16.338 26.198
Si 5.217 3.095 27.351
Si 9.752 3.72 27.301
Si 4.645 0.453 30.599
Si 10.615 9.168 32.424
Si 14.049 11.301 22.395
Si 9.473 11.296 30.566
Si 3.964 7.967 28.995
Si 5.025 15.025 28.407
Si 1.889 5.137 31.618
Si 3.242 2.839 29.805
Si 8.341 3.934 33.678
Si 6.581 10.714 31.067
Si 10.117 7.397 25.659
Si 4.534 16.042 34.565
Si 2.417 12.654 30.891
Si 5.447 13.43 30.88
Si 9.834 13.469 28.193
Si 15.051 2.243 30.137
Si 16.157 0.64 32.657
Si 15.321 5.038 31.485
Si 14.754 4.564 25.019
Si 15.676 8.102 35.016
Si 6.235 13.945 33.528
Si 2.467 15.313 32.41
Si 1.14 4.468 26.153
Si 9.289 13.359 32.987
Si 6.071 10.932 34.006
Si 1.351 12.006 28.205
Si 6.134 6.228 30.745
Si 1.719 9.848 30.255
Si 12.062 5.12 26.08
Si 9.232 10.971 34.687
Si 13.428 12.484 34.79
Si 14.275 1.768 37.216
Si 10.291 16.084 32.086
Si 10.92 2.229 33.116
Si 15.501 13.552 36.371
Si 7.695 0.752 30.369
Si 0.377 7.353 30.277
Si 3.715 6.938 37.984
Si 4.492 11.357 36.503
Si 5.454 2.478 34.057
Si 9.444 4.796 36.547
Si 13.272 7.364 36.122
Si 13.479 10.266 39.224
Si 11.306 15.092 38.692
Si 11.793 14.824 35.818
Si 11.468 2.711 36.017
Si 4.238 15.781 37.552
Si 13.121 9.419 34.053
Si 16.298 0.197 38.866
Si 6.061 2.873 36.945
Si 7.966 7.336 35.747
Si 14.692 5.453 34.288
Si 6.197 11.198 38.895
Si 5.363 7.484 40.294
Si 4.367 4.954 33.129
Si 13.902 13.392 39.099
Si 8.398 6.949 32.624
Si 4.703 1.58 39.533
Si 8.67 9.889 37.323
Si 8.77 1.308 37.019
Si 14.165 15.098 34.176
Si 12.621 6.895 39.163
Si 15.951 2.575 35.05
Si 1.474 12.121 37.192
Si 5.477 5.615 36.068
Si 1.183 5.691 38.82
Si 1.244 8.004 37.133
Si 9.438 3.067 39.134
Si 9.077 14.681 36.852
Si 12.037 4.11 40.018
Si 6.293 13.653 37.416
Si 10.885 9.257 39.285
Si 1.986 14.353 38.895
Si 16.307 10.074 38.726
Si 0.383 2.904 37.741
O 16.285 16.257 40.449
O 0.775 15.317 38.346
O 1.647 4.035 41.321
O 3.687 2.429 40.498
O 0.284 5.917 40.173
O 2.714 6.228 39.083
O 1.802 9.529 41.369
O 4.089 8.262 40.952
O 0.018 10.854 40.156
O 14.54 13.724 40.561
O 2.392 14.502 40.471
O 4.097 12.47 41.212
O 3.21 14.57 37.834
O 5.739 0.711 40.453
O 8.996 1.599 38.597
O 8.819 3.134 40.615
O 5.23 5.937 40.783
O 9.179 6.766 41.375
O 6.866 8.056 40.681
O 7.975 8.815 36.358
O 9.204 12.608 41.246
O 7.175 14.917 41.249
O 11.029 16.159 39.916
O 12.583 15.179 41.695
O 14.956 1.601 41.602
O 13.286 3.273 40.606
O 11.158 4.868 41.144
O 11.003 4.264 36.372
O 13.829 7.314 40.222
O 0.696 6.478 37.449
O 12.138 9.848 38.413
O 13.258 9.831 40.804
O 2.401 2.952 20.979
O 0.103 5.016 20.787
O 6.301 16.327 21.477
O 3.952 0.904 21.963
O 3.626 12.34 21.935
O 1.596 9.043 21.57
O 5.111 5.537 20.473
O 3.533 7.249 21.617
O 14.563 12.356 21.246
O 1.955 14.248 21.305
O 5.365 10.631 20.906
O 9.32 13.351 24.293
O 6.336 6.711 22.716
O 7.138 4.983 24.455
O 9.319 3.742 23.786
O 9.323 1.856 21.929
O 7.151 9.195 22.832
O 6.999 8.257 20.557
O 10.773 5.585 21.006
O 8.889 7.212 21.868
O 7.645 14.252 22.256
O 7.298 11.846 23.416
O 9.386 12.418 21.808
O 10.996 10.887 20.665
O 12.759 4.216 21.952
O 13.98 3.403 24.151
O 16.1 12.727 24.875
O 16.399 16.062 21.137
O 5.148 11.6 27.469
O 15.161 7.139 21.845
O 1.164 6.589 22.666
O 16.131 0.156 24.608
O 12.27 14.321 21.852
O 1.111 12.153 22.733
O 13.213 10.027 21.757
O 3.801 16.039 25.34
O 4.867 14.966 23.217
O 3.651 2.323 24.641
O 5.719 0.893 24.002
O 16.277 8.147 24.271
O 15.227 5.773 24.044
O 1.038 10.466 24.809
O 4.215 2.001 30.788
O 10.657 14.745 28.849
O 9.309 10.233 23.823
O 6.672 4.165 21.954
O 9.547 1.122 24.469
O 5.585 10.296 29.855
O 4.63 4.732 23.634
O 8.109 10.366 30.604
O 7.146 9.838 25.323
O 14.319 14.765 23.409
O 14.562 0.856 22.528
O 15.308 10.743 23.271
O 12.879 15.665 27.782
O 11.797 4.764 24.49
O 10.731 16.385 26.658
O 13.191 12.299 23.334
O 2.54 12.021 27.057
O 5.195 1.601 26.632
O 15.241 0.087 27.139
O 2.343 4.498 25.048
O 4.801 4.167 26.184
O 1.523 8.506 26.423
O 2.542 8.417 23.931
O 4.435 13.332 25.482
O 3.868 14.024 27.904
O 3.505 15.939 31.323
O 6.086 15.249 27.204
O 6.235 0.365 31.01
O 8.186 16.259 26.272
O 9.39 2.196 26.902
O 10.526 13.237 26.729
O 9.444 6.44 24.494
O 9.144 4.043 28.778
O 9.268 12.482 31.64
O 1.227 10.497 28.82
O 9.817 12.107 29.146
O 10.88 16.332 21.039
O 10.28 14.589 32.68
O 11.281 11.519 24.958
O 11.861 14.097 24.531
O 11.551 2.379 23.37
O 14.483 14.116 26.371
O 1.464 3.544 27.44
O 13.712 5.108 26.197
O 16.372 10.723 20.434
O 14.819 3.819 30.529
O 15.853 1.382 31.254
O 4.146 3.32 28.544
O 2.049 1.845 29.286
O 2.56 14.028 23.863
O 0.682 14.78 26.321
O 2.973 6.995 28.109
O 4.664 8.956 27.877
O 1.179 1.022 26.86
O 16.361 12.493 27.5
O 6.597 12.335 31.135
O 6.932 5.031 29.952
O 6.708 3.331 27.946
O 7.726 2.396 30.254
O 8.946 4.696 26.286
O 11.366 4.026 27.109
O 11.307 6.541 26.411
O 9.822 12.404 34.192
O 13.565 0.036 25.156
O 8.322 14.038 27.904
O 10.953 8.726 25.125
O 9.429 10.467 26.481
O 11.705 16.203 31.24
O 11.252 1.014 29.068
O 15.846 6.638 34.293
O 0.936 5.996 26.616
O 1.69 6.524 30.794
O 2.63 4.095 30.616
O 3.22 15.393 33.857
O 1.072 16.127 32.487
O 5.874 14.273 29.575
O 3.042 8.905 29.987
O 6.05 10.157 32.538
O 7.192 9.802 27.867
O 10.442 0.69 33.357
O 8.933 0.136 31.259
O 4.492 0.029 29.01
O 12.228 8.971 32.746
O 13.83 13.572 33.602
O 7.843 13.967 33.411
O 11.644 2.359 31.628
O 5.766 14.973 34.694
O 1.662 13 29.476
O 10.575 10.2 31.124
O 7.832 0.102 28.873
O 9.574 3.111 33.057
O 15.899 2.204 28.737
O 14.866 16.118 33.122
O 5.624 12.47 33.782
O 13.419 5.983 35.207
O 0.407 7.504 28.651
O 13.591 1.525 30.011
O 14.761 9.08 34.027
O 2.853 11.557 36.494
O 7.614 10.899 34.501
O 5.021 10.459 35.205
O 5.259 12.815 36.457
O 2.812 5.409 32.942
O 16.119 3.895 25.589
O 0.406 4.616 32.063
O 0.524 8.886 30.861
O 9.637 9.057 38.303
O 2.031 11.099 31.282
O 2.068 13.766 32.029
O 4.073 0.023 36.074
O 9.942 9.821 33.779
O 5.151 0.908 33.735
O 4.372 3.33 33.201
O 6.952 3.046 33.638
O 4.025 12.704 30.652
O 8.826 7.961 26.56
O 0.717 8.564 35.665
O 9.514 10.869 36.305
O 9.787 7.744 32.174
O 12.358 13.269 35.78
O 12.391 13.987 39.153
O 12.919 11.041 34.247
O 0.081 1.842 33.719
O 15.13 3.056 37.826
O 10.125 1.773 36.222
O 8.386 5.312 32.794
O 14.267 5.216 32.726
O 0.764 2.78 36.145
O 14.758 12.24 35.715
O 15.195 14.873 35.448
O 8.608 4.245 35.253
O 5.121 7.094 29.775
O 15.456 6.489 30.711
O 6.466 6.876 36.134
O 4.947 10.687 37.938
O 8.967 4.221 38.029
O 5.088 2.615 35.657
O 5.752 15.166 37.704
O 5.501 14.426 32.163
O 5.228 5.519 31.888
O 7.418 2.07 36.567
O 8.063 7.487 34.132
O 11.34 7.75 39.787
O 14.795 7.884 36.372
O 12.484 8.534 35.29
O 6.337 12.832 38.832
O 7.582 10.632 38.259
O 13.713 11.814 38.999
O 14.78 9.531 38.595
O 14.885 13.834 37.873
O 12.707 15.669 34.737
O 10.167 14.668 35.625
O 12.696 2.18 36.991
O 11.852 2.653 34.413
O 1.707 12.759 38.678
O 2.884 8.066 37.123
O 0.714 13.262 36.289
O 5.487 2.503 38.426
O 14.79 0.481 38.166
O 14.854 1.537 35.7
O 0.784 1.537 38.54
O 5.064 7.527 38.683
O 6.31 4.473 36.879
O 4.097 5.808 36.887
O 7.239 7.219 31.478
O 0.328 10.997 37.446
O 5.969 10.785 40.457
O 6.742 4.121 41.641
O 5.075 5.445 34.508
O 9.868 14.401 38.269
O 7.794 13.676 36.734
O 9.164 6.417 36.443
O 11.06 3.095 39.222
O 3.854 0.509 38.652
O 10.514 10.367 40.417
O 11.939 15.638 37.258
O 15.264 4.034 34.83
O 8.436 16.161 36.808
O 12.616 7.224 37.571
O 12.599 5.284 39.072
O 1.173 4.117 38.43
O 0.862 8.787 38.522
Si 0.011 0.055 5.277
Si 2.739 2.762 5.367
Si 16.386 5.535 5.355
Si 2.712 8.286 5.388
Si 16.375 10.981 5.294
Si 2.706 13.776 5.399
Si 5.492 0.041 5.388
Si 8.219 2.763 5.438
Si 5.432 5.512 5.431
Si 8.205 8.296 5.459
Si 5.43 11.049 5.426
Si 8.23 13.722 5.363
Si 10.968 0.026 5.376
Si 13.678 2.844 5.32
Si 10.979 5.549 5.339
Si 13.667 8.289 5.301
Si 10.958 11.015 5.326
Si 13.713 13.678 5.29
Si 1.351 1.397 6.705
Si 4.068 4.131 6.769
Si 1.343 6.894 6.733
Si 4.075 9.642 6.763
Si 1.328 12.352 6.696
Si 4.104 15.1 6.755
Si 6.836 1.399 6.775
Si 9.599 4.176 6.727
Si 6.824 6.886 6.771
Si 9.603 9.668 6.753
Si 6.844 12.382 6.756
Si 9.586 15.079 6.741
Si 12.328 1.434 6.695
Si 15.033 4.166 6.725
Si 12.326 6.916 6.709
Si 15.026 9.626 6.697
Si 12.325 12.362 6.698
Si 15.051 15.076 6.662
Si 16.382 2.762 8.077
Si 2.713 0.049 8.098
Si 16.37 8.253 8.091
Si 2.694 5.508 8.11
Si 16.375 13.71 8.073
Si 2.686 10.997 8.101
Si 5.452 2.768 8.119
Si 8.204 0.024 8.114
Si 5.441 8.25 8.118
Si 8.202 5.506 8.106
Si 5.459 13.724 8.118
Si 8.204 11 8.116
Si 10.94 2.773 8.076
Si 13.676 0.032 8.05
Si 10.94 8.254 8.094
Si 13.658 5.523 8.086
Si 10.951 13.706 8.092
Si 13.656 10.977 8.08
Si 1.335 4.118 9.462
Si 4.082 1.399 9.473
Si 1.335 9.609 9.466
Si 4.078 6.862 9.478
Si 1.342 15.069 9.445
Si 4.077 12.347 9.46
Si 6.829 4.133 9.472
Si 9.567 1.407 9.455
Si 6.826 9.613 9.468
Si 9.564 6.877 9.458
Si 6.828 15.076 9.482
Si 9.575 12.355 9.477
Si 12.289 4.142 9.445
Si 15.018 1.387 9.445
Si 12.292 9.615 9.464
Si 15.013 6.874 9.461
Si 12.305 15.085 9.451
Si 15.012 12.343 9.454

Results
total energy: -154799.448 eV
total energy less fixed offsets of O -438.35, Si -107.03 eV per atom: 16.092 eV

Forces (eV/angstrom) on atoms 369 to 651 of the 654, counted in the order above; the others are left out for length: element, x, y, z
O 0.298 0.026 -0.62
O -0.269 -0.212 -0.013
O -0.196 0.25 0.08
O -0.098 -0.163 0.018
O -0.148 0.183 -0.29
O -0.286 0.157 -0.201
O 0.02 0.004 -0.104
O 0.002 0.064 0.075
O -0.11 -0.209 -0.541
O 0.024 -0.22 -0.136
O -0.161 0.283 -0.28
O -0.181 0.182 0.021
O 0.102 -0.074 -0.106
O -0.082 0.021 -0.318
O -0.122 -0.225 -0.288
O 0.083 0.034 -0.33
O -0.08 0.023 -0.136
O -0.025 0.199 0.041
O -0.072 0.055 -0.113
O -0.005 -0.047 -0.177
O 0.182 -0.252 -0.19
O 0.05 0.093 -0.165
O 0.103 0.182 -0.155
O 0.021 -0.315 -0.262
O -0.028 -0.27 -0.154
O -0.098 0.059 0.119
O 0.032 -0.155 -0.025
O 0.227 -0.229 0.187
O 0.013 -0.113 -0.147
O -0.066 -0.07 0.047
O -0.207 0.126 -0.147
O -0.028 0.04 0.166
O -0.072 -0.032 0.011
O 0.186 0.167 0.19
O -0.008 0.131 -0.177
O -0.067 0.042 -0.484
O 0.205 -0.263 0.038
O -0.177 -0.025 0.23
O -0.057 -0.04 -0.286
O 0.035 -0.384 -0.096
O 0.067 -0.117 0.035
O 0.163 -0.026 0.089
O 0.05 0.199 -0.59
O -0.221 0.127 -0.309
O 0.113 -0.194 0.251
O -0.156 0.268 -0.257
O 0.157 0.116 0.048
O -0.28 -0.037 0.158
O 0.048 0.094 -0.018
O 0.152 0.073 0.161
O -0.096 0.04 0.007
O -0.046 0.187 -0.073
O -0.065 0.186 0.118
O 0.16 0.152 0.013
O 0.035 -0.037 -0.016
O 0.141 -0.066 -0.018
O -0.263 0.016 -0.046
O 0.011 0.066 -0.327
O -0.166 -0.026 -0.023
O -0.061 -0.271 0.402
O 0.062 -0.147 -0.056
O 0.032 0.087 0.328
O -0.213 0.083 0.197
O 0.023 -0.031 -0.232
O -0.058 -0.245 0.019
O -0.088 -0.033 -0.02
O -0.14 -0.069 0.206
O 0.037 0.021 -0.041
O -0.064 -0.04 -0.189
O -0.028 0.135 0.14
O -0.109 0.099 -0.001
O 0.167 0.099 0.077
O -0.014 -0.066 -0.334
O -0.038 -0.086 0.103
O -0.008 -0.051 0.356
O -0.057 0.061 0.192
O 0.102 0.141 -0.329
O -0.135 0.156 -0.203
O 0.189 -0.059 -0.072
O -0.1 0.165 0.176
O 0.045 0.084 0.141
O -0.108 -0.358 -0.008
O 0.105 -0.007 -0.173
O 0.272 0.036 0.237
O 0.075 0.072 0.088
O 0.258 0.114 -0.17
O 0.121 -0.23 0.294
O -0.049 0.004 -0.138
O -0.112 0.103 0.297
O 0.117 -0.044 0.197
O -0.087 -0.046 0.081
O 0.086 0.111 0.172
O -0.089 -0.327 -0.09
O -0.136 0.063 -0.006
O 0.078 -0.129 -0.265
O 0.127 -0.038 0.059
O -0.158 -0.219 -0.054
O -0.182 -0.058 -0.126
O -0.171 0.054 0.097
O 0.014 0.045 -0.135
O 0.135 0.13 0.091
O 0.095 -0.011 -0.284
O -0.039 -0.027 -0.076
O 0.194 -0.034 -0.192
O 0.288 0.089 -0.298
O 0.014 -0.218 -0.204
O 0.022 0.054 0.019
O 0.3 -0.154 -0.043
O 0.155 -0.122 0.196
O 0.223 0.069 -0.376
O -0.161 0.199 0.43
O -0.182 -0.102 0.095
O -0.04 0.072 0.053
O 0.091 -0.057 0.107
O -0.145 -0.073 -0.124
O 0.066 0.124 -0.266
O 0.144 0.063 -0.181
O -0.13 0.173 -0.009
O 0.103 -0.208 -0.045
O -0.026 0.008 0.055
O 0.283 -0.135 -0.127
O 0.216 -0.023 -0.058
O -0.074 -0.133 -0.391
O -0.224 0.254 0.261
O -0.09 0.275 -0.029
O 0.027 0.112 -0.212
O -0.061 -0.086 0.188
O 0.051 0.221 0.351
O -0.059 0.118 -0.343
O 0.098 -0.142 -0.317
O -0.074 -0.134 -0.066
O -0.046 0.109 0.13
O 0.24 -0.124 -0.096
O 0.098 0.056 -0.135
O -0.061 -0.203 0.073
O 0.007 -0.017 0.166
O 0.168 -0.108 0.294
O -0.212 -0.008 0.02
O 0.275 -0.236 -0.003
O 0.245 0.014 0.264
O -0.216 -0.176 -0.131
O 0.112 -0.038 0.083
O -0.116 -0.037 -0.103
O -0.145 0.06 -0.13
O -0.283 -0.01 0.102
O -0.018 0.137 0.026
O 0.044 0.088 0.153
O -0.271 -0.104 0.175
O -0.23 -0.248 -0.044
O -0.149 -0.097 -0.172
O 0.147 0.123 -0.183
O 0.029 -0.078 -0.111
O -0.083 0.03 0.217
O -0.297 -0.108 0.085
O 0.17 0.089 -0.086
O -0.113 0.18 0.29
O 0.003 0.035 -0.237
O -0.234 -0.159 -0.391
O -0.065 -0.114 -0.442
O 0.014 0.049 -0.147
O 0.052 -0.139 0.054
O 0.089 0.031 0.049
O 0.048 0.106 -0.073
O 0.076 -0.009 0.21
O 0.022 0.094 -0.296
O 0.057 0.115 -0.186
O 0.208 -0.239 0.179
O 0.048 -0.158 0.108
O -0.042 0.099 -0.011
O -0.035 0.126 -0.08
O -0.206 0.166 -0.146
O -0.11 0.094 0.044
O 0.081 -0.132 -0.386
O -0.094 0.175 -0.282
O 0.035 0.066 -0.034
O -0.248 -0.239 -0.064
O -0.225 0.125 0.207
O -0.181 -0.088 -0.028
O 0.133 -0.071 0.266
O -0.029 -0.142 -0.03
O -0.091 0.049 -0.017
O -0.344 0.154 0.08
O 0.016 -0.022 -0.131
O 0.066 0.17 -0.101
O 0.065 0.011 -0.003
O 0.264 -0.053 -0.076
O -0.013 -0.104 0.151
O 0.066 -0.072 0.198
O -0.196 -0.123 -0.122
O -0.039 -0.126 0.272
O -0.043 -0.018 0.193
O 0.075 -0.124 -0.371
O -0.091 -0.007 0.324
O 0.082 0.076 0.237
O 0.273 -0.181 0.164
O 0.115 -0.014 0.069
O 0.148 0.154 -0.145
O -0.112 0.06 -0.095
O 0.096 -0.309 0.311
O 0.119 -0.234 0.124
O -0.068 0.115 -0.142
O 0.046 0.074 0.231
O -0.109 -0.14 -0.297
O -0.126 -0.166 0.171
O 0.186 -0.188 0.13
O -0.292 0.092 -0.159
O -0.114 -0.072 -0.101
O 0.293 -0.015 -0.073
O 0.053 0.099 -0.161
O 0.14 -0.016 -0.099
O 0.001 0.102 0.23
O -0.036 0.062 -0.084
O 0.25 -0.18 0.236
O -0.11 0.097 0.339
Si -0.035 0.039 -0.055
Si 0.024 0.062 -0.055
Si 0.01 -0.061 -0.064
Si -0.005 -0.039 -0.013
Si 0.01 -0.07 -0.05
Si 0.092 0.034 0.008
Si 0.005 0.017 -0.053
Si -0.004 -0.03 0.043
Si -0.011 -0.026 0.063
Si 0.043 0.112 0.055
Si -0.038 -0.05 0.022
Si -0.03 -0.035 -0.054
Si 0.048 0.008 0.028
Si 0.082 0.006 -0.025
Si 0.034 0.076 -0.001
Si -0.003 -0.034 -0.12
Si 0.029 0.064 -0.066
Si -0.043 0.034 -0.026
Si 0.021 -0.008 -0.01
Si -0.022 0.06 0.006
Si -0.026 0.062 0.01
Si -0.01 0.004 -0.002
Si 0.001 0.01 -0.013
Si -0.001 -0.046 0.035
Si -0.006 0.021 0.016
Si -0.041 -0.015 -0.035
Si 0.036 -0.079 -0.032
Si -0.033 -0.076 0.015
Si 0.001 0.005 -0.003
Si -0.025 0.032 0.019
Si -0.011 -0.035 0.003
Si -0.022 -0.006 0.026
Si 0.025 -0.077 -0.003
Si -0.027 0.063 0.017
Si -0.046 0.008 0.018
Si 0.021 -0.055 -0.029
Si 0.003 0.014 -0.006
Si 0.041 0.017 0.005
Si 0.018 -0.037 -0.012
Si 0.004 -0.047 0.004
Si 0.018 0.005 0.008
Si 0.011 -0.039 -0.003
Si 0.036 0.037 0
Si -0.041 -0.025 0.006
Si 0 0.016 0.007
Si 0.002 0.048 0.022
Si 0.002 0.012 -0.001
Si 0.033 0.021 0.004
Si 0.009 0.016 0.016
Si 0.016 0.046 -0.001
Si -0.015 0.032 -0.012
Si 0.009 0.024 0.006
Si 0.025 0.009 -0.002
Si 0.014 -0.016 -0.002
Si -0.007 0.027 -0.002
Si -0.03 0.021 0
Si -0.013 0.022 -0.01
Si -0.003 0.007 0.003
Si 0.014 -0.031 -0.01
Si 0.003 -0.018 -0.005
Si -0.005 -0.019 0.012
Si -0.025 -0.011 0.006
Si -0.001 -0.033 0.001
Si -0.02 -0.017 0.001
Si -0.016 -0.017 0.007
Si -0.032 -0.005 -0.004
Si -0.004 -0.003 -0.001
Si 0.004 -0.036 -0.005
Si -0.003 -0.044 -0.017
